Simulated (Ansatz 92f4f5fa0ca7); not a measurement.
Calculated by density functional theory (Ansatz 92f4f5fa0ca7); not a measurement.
Periodic cell of 234 atoms, Si128O62H32N12, with a vacuum gap, from a study of silicon, its oxide and their interface. The atomic structure is a simulated model.

Settings
functional: r2SCAN
potential files: Ansatz PAW
basis: plane waves
wave-function cutoff: 800 eV
density cutoff ratio: 5
exchange-correlation grid ratio: 1
k mesh: 1 x 1 x 1, shifted by 0.5 0.5 0 of a step
self-consistency stop: 1e-11 eV per atom in the density residual
occupations: fixed
spin: none
net charge: 0
applied field: sawtooth along c, amplitude +0.015 V/angstrom in the program's sign convention, ramp centred at 0.9879 of c and 0.0242 of c wide, no dipole correction

Cell vectors (angstrom)
a  10.8904  0  0
b  0  10.8904  0
c  0  0  41.3939

Atoms: element, x, y, z (angstrom)
Si  2.0015  -0.4158  27.8965
Si  4.6576  2.1219  27.8787
Si  1.5324  5.3372  27.6632
Si  5.05  -3.7632  27.5835
Si  -4.1465  -0.1527  27.6885
Si  -1.4213  2.5813  27.5706
Si  7.3924  4.8821  27.859
Si  -0.7263  -3.3688  27.7292
Si  3.1851  0.9825  29.2912
Si  5.9879  3.5416  29.1628
Si  3.2631  -4.6149  28.9536
Si  5.8779  -1.9464  28.9565
Si  -2.4775  0.9796  28.973
Si  0.3566  3.6211  28.8654
Si  8.7012  6.3248  29.1426
Si  0.5359  -1.8634  29.0249
Si  1.6973  2.3389  30.4068
Si  4.525  4.9113  30.3991
Si  1.9143  -3.2283  30.3752
Si  4.5565  -0.5643  30.4211
Si  7.2774  2.2239  30.5635
Si  10.0448  4.9325  30.435
Si  7.2874  7.7123  30.3976
Si  -0.9505  -0.4421  30.2478
Si  0.3808  0.8883  31.7001
Si  3.1449  3.5982  31.7755
Si  0.5511  6.2863  31.7421
Si  3.183  -1.8616  31.7821
Si  5.9131  0.7889  31.8015
Si  8.667  3.6084  31.818
Si  5.9025  6.3153  31.7222
Si  8.6625  -1.8222  31.7179
Si  1.2845  -1.3678  9.7095
Si  4.0909  1.3633  9.5369
Si  1.3816  4.0179  9.6416
Si  4.1273  -4.0747  9.551
Si  6.859  -1.4145  9.6579
Si  -1.3517  1.3454  9.6431
Si  6.8045  4.0691  9.7388
Si  -1.3797  6.7518  9.6139
Si  2.6653  0.1401  10.889
Si  5.418  2.6049  11.0079
Si  2.8057  5.4293  10.8638
Si  5.495  -2.8134  10.9747
Si  -2.666  -0.0383  11.0167
Si  0.0264  2.6405  11.041
Si  8.1852  5.474  11.0757
Si  -0.0791  -2.846  11.0445
Si  1.4006  1.3446  12.5111
Si  4.0559  4.043  12.2732
Si  1.4363  -4.2243  12.2718
Si  4.0896  -1.2586  12.008
Si  -4.0655  1.2678  12.4009
Si  -1.3119  4.0626  12.3485
Si  6.7424  -4.186  12.5371
Si  -1.4614  -1.4873  12.4494
Si  0.4041  -0.5718  13.6243
Si  2.4943  3.1576  13.8047
Si  0.2785  -5.698  13.7232
Si  2.7472  -2.5971  13.2949
Si  5.4338  -0.2079  13.6225
Si  -2.8435  2.8381  13.646
Si  5.6403  4.9177  13.761
Si  -3.2563  -2.4501  13.8963
Si  0.5278  -10.5241  16.2408
Si  -1.2798  -5.8665  21.3612
Si  9.4353  2.4559  16.3121
Si  7.2512  -6.7361  16.1587
Si  -4.1416  6.2778  25.3562
Si  2.0958  -1.8291  15.9699
Si  0.1001  5.7072  23.8261
Si  -1.6726  -4.2503  15.7635
Si  -2.612  -1.9041  25.5815
Si  12.0191  -4.251  20.2744
Si  4.2415  -0.0271  25.9515
Si  1.0664  -6.891  16.4733
Si  5.0559  5.9225  16.5215
Si  5.3373  -2.4403  24.9081
Si  6.5938  -5.4551  20.9911
Si  0.5423  12.2051  25.7734
Si  2.1964  0.0623  23.6943
Si  -5.9082  -4.39  23.0432
Si  -1.9821  4.1708  25.1995
Si  2.8769  5.2999  18.4362
Si  3.0228  2.3671  18.2876
Si  0.7002  -4.0138  17.483
Si  3.4964  1.3317  15.7001
Si  2.8067  4.4034  22.8797
Si  4.9179  -2.4157  15.3339
Si  -0.7519  10.5952  23.5318
Si  5.4821  -6.7619  18.7089
Si  -4.7638  -8.2892  21.0933
Si  2.803  -7.353  25.7026
Si  3.189  1.8386  21.255
Si  -2.1184  2.3625  22.5634
Si  1.0156  8.3659  22.9281
Si  1.7815  -0.4879  33.0637
Si  4.5181  2.1855  33.0891
Si  1.8461  4.9506  33.1706
Si  4.5507  7.6579  33.1089
Si  7.2956  -0.5299  33.1474
Si  -0.9083  2.2088  33.1455
Si  7.2607  4.9574  33.1084
Si  10.0302  -3.2266  33.0501
Si  3.1651  0.8336  34.4443
Si  5.906  3.5501  34.4403
Si  3.2094  6.3198  34.4932
Si  5.9195  -1.9067  34.4778
Si  -2.2607  0.8495  34.495
Si  0.4725  3.5509  34.4855
Si  8.6602  -4.5865  34.4326
Si  0.4696  -1.8778  34.4422
Si  1.3606  1.3409  6.9374
Si  4.1053  4.0956  6.9073
Si  1.353  6.8238  6.9532
Si  4.0663  -1.367  6.9154
Si  6.796  1.3669  6.9551
Si  -1.3731  4.0774  6.9292
Si  6.8336  -4.0984  6.9273
Si  -1.3581  -1.3668  6.9151
Si  -0.0155  -0.0248  8.2868
Si  2.7398  2.7315  8.2262
Si  0.0089  5.402  8.291
Si  2.6953  -2.6866  8.3111
Si  5.462  -0.053  8.2827
Si  8.1568  2.7345  8.3258
Si  5.493  5.4079  8.2799
Si  8.1982  -2.7385  8.2664
O  -1.1185  -5.0747  22.7588
O  -12.1668  3.4145  21.6341
O  12.0938  -0.8905  16.9997
N  1.6856  -1.6144  14.2818
N  8.4464  3.8247  26.8549
O  3.5488  2.7897  15.0173
N  1.4021  5.2959  17.526
O  -1.5263  8.1004  26.4179
O  1.353  -3.3303  21.5703
O  1.899  0.9735  15.5564
O  1.6338  -3.3042  16.3811
O  0.8027  7.5348  18.9631
N  1.3494  -6.7305  14.7029
O  -2.4475  -2.9437  15.2315
O  -1.8466  -1.0571  24.4373
O  -0.5612  -4.6902  14.6822
O  5.2534  10.0241  25.0377
O  0.8781  0.4141  27.0621
O  3.2769  0.6356  24.7947
O  0.4289  -4.4216  27.2367
N  3.7782  -7.0396  18.6243
O  4.5344  -3.1677  26.1366
O  2.2663  4.9609  26.2446
O  3.8774  6.246  17.5693
O  8.0012  -7.9807  16.917
O  5.7079  -3.4976  16.2492
O  3.6953  5.7005  22.5252
O  2.2229  -1.56  23.463
O  0.6082  -3.6441  24.0633
O  3.8842  -9.4884  17.279
N  -4.581  -4.9106  27.001
O  -0.5783  1.2721  17.0157
O  2.4905  0.7787  22.26
N  6.8438  3.8142  14.4915
O  4.5117  0.4715  14.803
O  15.5434  8.0075  23.515
O  8.1789  -5.4203  16.0519
O  6.1971  2.8634  19.4644
O  3.7237  -1.6395  16.1957
O  4.8079  1.7204  21.3916
O  -0.4548  4.7688  25.0398
O  -0.9275  1.9104  26.1273
O  1.7255  2.7758  17.3703
O  2.7293  1.5998  19.698
O  -5.3274  -5.1249  24.3673
O  -3.4696  1.9268  21.761
O  2.5261  5.8959  19.9022
O  -0.8615  -3.9246  17.112
O  6.0971  -6.8061  21.7684
O  3.9426  -3.1957  14.2682
N  5.378  0.7861  27.0142
O  -5.1095  5.4583  19.6037
O  -0.3626  -0.1324  14.9962
N  0.6179  0.3926  24.3445
O  8.1837  -5.4605  20.7109
N  6.9828  -2.9237  25.066
O  3.938  2.9955  26.6979
O  1.2944  4.8766  23.1321
O  2.7792  -7.5438  21.6682
O  -0.5314  -7.1222  16.4709
O  1.5332  2.565  25.6986
O  -2.8422  5.4959  24.9117
O  4.7135  5.3721  15.0363
O  3.388  3.6931  24.2125
O  -0.0497  5.5194  20.4352
O  -2.3296  3.0788  24.0219
N  5.9753  4.6125  17.1554
O  -1.8273  -8.7432  14.7606
O  3.1801  -0.9053  26.843
O  10.7173  -1.4709  22.5696
O  7.6844  -0.723  26.5004
O  -4.7653  -4.2304  21.9082
O  -1.3892  0.9357  22.7155
N  6.1907  -1.5467  14.4745
H  2.3445  1.6566  35.3767
H  3.9874  0.0123  35.3767
H  5.0982  4.3857  35.3727
H  6.7302  2.7307  35.3727
H  4.0231  5.4899  35.4257
H  2.3723  7.126  35.4257
H  5.094  -1.0886  35.4102
H  6.7484  -2.7214  35.4102
H  -3.0871  1.6667  35.4275
H  -1.4426  0.024  35.4275
H  1.2881  2.7229  35.418
H  -0.3546  4.3673  35.418
H  9.4611  -5.4287  35.3651
H  7.8271  -3.7762  35.3651
H  -0.3569  -1.0607  35.3746
H  1.2901  -2.7009  35.3746
H  2.1812  0.5179  6.005
H  0.5451  2.1689  6.005
H  4.913  3.26  5.9749
H  3.2916  4.9255  5.9749
H  0.5325  7.6469  6.0207
H  2.1901  6.0176  6.0207
H  3.244  -0.5457  5.9829
H  4.8917  -2.1851  5.9829
H  7.6223  0.5497  6.0227
H  5.9718  2.1863  6.0227
H  -0.5459  3.261  5.9967
H  -2.174  4.9196  5.9967
H  6.0048  -3.2837  5.9949
H  7.6668  -4.9087  5.9949
H  -0.5316  -2.1839  5.9826
H  -2.1761  -0.5413  5.9826

Results
free energy: -122374.561 eV
free energy less fixed offsets of H -15.71, N -386.36, O -570.45, Si -639.56 eV per atom: -3.941 eV

Forces (eV/angstrom), in the order of the atoms: element, x, y, z
Si  0.0015  0.0041  0.003
Si  -0.0004  0.0009  -0.0011
Si  0.0003  -0.0026  0.0024
Si  -0.0085  -0.0005  0.0034
Si  0.004  -0.006  0.0019
Si  -0.001  -0.0069  0.0061
Si  0.0004  -0.0034  -0.0076
Si  0.0017  -0.0041  0.0085
Si  -0.0026  -0.0098  -0.0184
Si  0.0061  -0.0012  -0.0094
Si  -0.0011  0.0011  -0.0114
Si  -0.0033  0.0031  -0.0116
Si  -0.0069  -0.0026  -0.015
Si  -0.0018  -0.0034  -0.0125
Si  -0.0005  -0.0078  -0.015
Si  0.0084  0.0103  -0.0122
Si  0.0006  0.0047  0.0115
Si  -0.0168  -0.0002  0.0145
Si  -0.0021  -0.0035  0.0021
Si  0.0137  -0.0014  0.0098
Si  0.007  -0.0048  0.0007
Si  -0.0073  -0.0032  0.0058
Si  0.0006  0.0116  0.0117
Si  -0.0082  -0.0007  0.0072
Si  0.0184  -0.0112  0.0176
Si  -0.0108  -0.0068  0.011
Si  0.0087  -0.0006  0.0226
Si  -0.0121  -0.0048  0.0166
Si  0.0134  0.0032  0.0138
Si  -0.005  -0.0042  0.0132
Si  0.0223  -0.0051  0.0173
Si  -0.0067  0.0026  0.011
Si  0.0002  -0.0102  -0.0292
Si  -0.0034  0.0025  -0.0093
Si  -0.0053  0.0096  -0.0153
Si  -0.0039  -0.0002  -0.0048
Si  -0.0165  0.0112  -0.0212
Si  -0.0078  -0.0064  -0.0079
Si  0.0037  -0.0002  -0.0352
Si  0.001  0.003  -0.006
Si  0.0111  0.0092  -0.0128
Si  -0.0212  -0.0066  -0.0162
Si  0.0027  0.0016  -0.0047
Si  -0.0051  -0.0092  -0.0087
Si  0.0088  -0.0031  -0.0085
Si  0.0099  -0.0098  -0.0057
Si  0.0052  0.0181  -0.01
Si  -0.0061  -0.0052  -0.0079
Si  -0.0055  -0.0059  0.0178
Si  -0.011  -0.0005  0.0189
Si  -0.0001  0  0.0141
Si  0.0024  -0.0022  0.018
Si  0.0078  -0.0006  0.0133
Si  -0.0008  -0.0089  0.0124
Si  -0.0002  -0.0019  0.0133
Si  -0.0005  -0.0022  0.0155
Si  -0.0045  0.0028  -0.0054
Si  0.0196  -0.016  -0.0164
Si  -0.009  0.0128  -0.0086
Si  0.0114  0.004  -0.0013
Si  -0.0131  -0.0014  -0.0091
Si  0.0001  0.0044  -0.0037
Si  -0.0043  0.008  -0.0138
Si  0.0092  -0.0136  -0.0139
Si  -0.0013  0.0013  -0.0088
Si  0.0002  0.0098  -0.0036
Si  0.0025  -0.0006  -0.005
Si  0.0037  -0.0039  -0.0066
Si  0.007  -0.0016  -0.011
Si  -0.0016  -0.0026  -0.0059
Si  0.005  -0.0015  -0.0078
Si  -0.0004  0.0096  -0.0112
Si  0.0019  0.0037  -0.002
Si  0.002  -0.0018  -0.0098
Si  -0.0022  -0.0078  -0.0051
Si  -0.01  -0.001  -0.0037
Si  0.0004  0.0068  -0.0104
Si  -0.0037  0.0299  -0.0023
Si  -0.0049  -0.0002  -0.0055
Si  0.0068  0.0073  0.0005
Si  0.0064  0.0064  -0.001
Si  -0.0016  -0.0039  -0.0047
Si  0.0021  0.0017  0.0013
Si  -0.0034  0.0029  -0.0109
Si  0.0071  0.0025  -0.0077
Si  -0.0045  0.0018  -0.0096
Si  -0.0014  -0.0071  -0.0108
Si  0.0012  0.0014  -0.0114
Si  -0.0034  -0.0021  -0.0097
Si  -0.0069  -0.0016  -0.0077
Si  0.005  0.0007  -0.0056
Si  0.0004  0.0011  0.0076
Si  -0.0067  -0.0093  -0.0004
Si  0.001  0.0006  -0.0116
Si  -0.0054  -0.0016  -0.0074
Si  0.0053  0.0013  -0.002
Si  -0.0298  0.0293  0.1677
Si  0.0001  0.0156  0.1727
Si  -0.0013  -0.0055  0.1828
Si  0.0133  -0.0034  0.2044
Si  0.0171  -0.0417  0.1796
Si  -0.0028  0.0095  0.2028
Si  -0.0197  0.018  0.1673
Si  -0.0273  0.0183  0.1652
Si  -0.0936  0.0716  0.2983
Si  -0.0646  0.1379  0.2062
Si  -0.0372  -0.146  0.4421
Si  0.1095  0.0826  0.3389
Si  -0.0038  -0.0332  0.4487
Si  0.0508  0.094  0.3861
Si  -0.1155  0.0544  0.217
Si  -0.0912  0.0937  0.2237
Si  0.0329  -0.0263  -0.3573
Si  -0.0308  0.0118  -0.4475
Si  0.0002  -0.1301  -0.1734
Si  0.0463  -0.0022  -0.2389
Si  0.1081  -0.1115  -0.1867
Si  0.0925  -0.0734  -0.2181
Si  0.0306  -0.0433  -0.3346
Si  0.0005  0.0036  -0.4084
Si  -0.0237  0.0381  -0.1904
Si  -0.0161  0.0091  -0.1887
Si  0.0244  -0.0116  -0.168
Si  0.0148  -0.0232  -0.1806
Si  0.0452  -0.0311  -0.1681
Si  0.0306  -0.0507  -0.1854
Si  -0.0303  0.0467  -0.1901
Si  0.0064  -0.0152  -0.1818
O  0.0034  0.0045  0.0053
O  0.0003  0.0068  -0.004
O  -0.0015  -0.0037  0.0009
N  -0.0007  0.0015  0.0028
N  -0.0024  -0.0017  -0.0039
O  0.0024  0.0005  0.0039
N  0.0054  -0.0011  0.0012
O  0.0032  -0.0033  0.0099
O  -0.0007  -0.0008  -0.0006
O  0.002  0.0101  0.0042
O  -0.0023  0.0029  0.002
O  0.0028  0.0046  0.0031
N  0.0019  -0.0005  -0.0129
O  0.0012  0.0009  0.0013
O  0.0055  0.0001  0.0013
O  0.0014  0.0012  0.0027
O  0.0047  0.0104  0.0051
O  0.0028  -0.0002  -0.0104
O  0.0003  0.0024  0.0084
O  0.0018  0.001  -0.009
N  0.0039  -0.0019  0.004
O  -0.002  -0.0017  0.0077
O  -0.0003  -0.0048  0.0058
O  0.0044  0.001  0.0011
O  -0.0024  -0.0003  0.003
O  -0.0014  -0.0009  -0.0002
O  0.0003  0.0028  -0.0092
O  -0.0034  0.0064  0.0063
O  0.005  0.0008  0.0032
O  0.0001  0.0008  0.0052
N  -0.0024  0.0029  0.0142
O  -0.0031  0.0011  0.0017
O  0.0015  0.0009  0.0042
N  -0.0033  -0.0023  -0.0009
O  0.0001  -0.0019  -0.0015
O  0.0002  0.0016  0.0084
O  -0.0019  -0.0044  0.0023
O  0.0026  -0.0014  0.0104
O  -0.0006  0.0069  -0.0012
O  0.0001  0.0025  -0.0001
O  0.0035  0.0015  -0.0089
O  0.0046  0.002  0.007
O  -0.0062  0.0001  0.0022
O  0.0022  -0.002  0.0073
O  -0.0033  -0.0001  -0.0063
O  0.0009  0.0044  0.0067
O  0.0002  0.0038  0.0062
O  0.0058  -0.0004  0.0069
O  -0.0008  -0.0004  -0.0002
O  -0.0044  -0.0002  0.0081
N  0.0056  0.0086  0.0093
O  0.0067  0.0063  0.008
O  -0.001  0.0061  0.0054
N  0.0039  0.0002  -0.0019
O  -0.0013  0.0004  0.0071
N  0.0001  -0.0003  0.0132
O  -0.0032  0.0004  0.0094
O  -0.0028  0.0044  0.004
O  0.0016  0.0008  -0.0027
O  -0.0014  -0.0041  -0.003
O  0.0106  -0.0096  0.0004
O  0.0001  0.0029  -0.0029
O  0.0003  -0.0027  0.0044
O  -0.0082  -0.0015  0.0168
O  -0.0058  -0.0038  0.0034
O  0.0008  0.0028  0.0104
N  -0.0004  0.0013  0.0026
O  -0.0015  -0.0001  0.001
O  -0.0017  -0.0008  -0.0043
O  -0.002  0.0065  0.0006
O  -0.0005  0.003  0.0009
O  -0.0013  -0.0014  0.0106
O  0.004  -0.0033  0.0062
N  0.0073  0.0043  0.0003
H  0.3276  -0.338  -0.2566
H  -0.2879  0.1991  -0.3199
H  0.2315  -0.3204  -0.2762
H  -0.3124  0.2905  -0.3167
H  -0.2381  0.3203  -0.2405
H  0.3684  -0.2499  -0.2468
H  0.2775  -0.2387  -0.2676
H  -0.3675  0.2694  -0.2453
H  0.312  -0.3227  -0.2389
H  -0.2606  0.3084  -0.2443
H  -0.2938  0.3543  -0.2484
H  0.2695  -0.3071  -0.2365
H  -0.2226  0.3153  -0.3207
H  0.4071  -0.2263  -0.2628
H  0.2626  -0.3045  -0.2811
H  -0.2574  0.331  -0.3164
H  -0.3576  0.305  0.238
H  0.2262  -0.318  0.2627
H  -0.3313  0.3216  0.2147
H  0.3407  -0.1952  0.2482
H  0.281  -0.3519  0.2826
H  -0.2535  0.2766  0.2771
H  0.375  -0.2661  0.2604
H  -0.3385  0.1642  0.2758
H  -0.2248  0.3308  0.2547
H  0.285  -0.328  0.3012
H  -0.3345  0.2122  0.2601
H  0.2968  -0.3525  0.2821
H  0.2158  -0.2829  0.2865
H  -0.3301  0.3684  0.2207
H  -0.3131  0.3457  0.22
H  0.2422  -0.2958  0.2537

The program warned: the cutoff lies below the one the program advises for these potential files; the forces do not sum to zero within the program's tolerance; empty levels may hold ghost states of the PAW files; the exchange-correlation potential is rough where the density is thin.
